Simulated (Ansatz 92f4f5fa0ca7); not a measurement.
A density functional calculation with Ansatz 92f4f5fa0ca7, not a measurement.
Periodic cell of 226 atoms, Si132O92P2, from a study of silicon, its oxide and their interface. The atomic structure is a simulated model.
Doubt: the cutoff is far below the 930 eV that the study's wrapper takes by default for these files, so forces and energies are approximate.
This geometry differs little from another in the collection (a relaxation step or a small displacement).

Settings
functional: PBE
potential files: Ansatz PAW
basis: plane waves
wave-function cutoff: 580 eV
density cutoff ratio: 5
exchange-correlation grid ratio: 1
k mesh: 1 x 1 x 1, Gamma-centred
self-consistency stop: 5e-08 eV per atom in the density residual
occupations: fixed
spin: none
net charge: 0

Cell vectors (angstrom)
a, 10.938, 0, 0
b, 0, 10.938, 0
c, 0, 0, 31.9494

Atoms: element, x, y, z (angstrom)
Si, 10.6006, -0.0484, 24.5251
Si, 5.1401, 0.0023, 24.7069
Si, 2.8919, 2.1734, 24.4973
Si, 8.5459, 2.3577, 24.5973
Si, 10.6563, 5.3978, 24.2096
Si, 5.1725, 5.5775, 24.4221
Si, 2.9567, 7.8946, 24.395
P, 8.6638, 7.5433, 24.2074
Si, 1.3242, 1.0823, 25.8459
Si, 6.7989, 1.2979, 25.8048
Si, 3.9673, 3.9901, 25.7042
Si, 9.7049, 3.9399, 25.8504
Si, 1.172, 6.8173, 25.568
Si, 6.8765, 6.7172, 25.6386
Si, 3.9928, 9.3853, 25.9668
P, 9.3375, 9.5962, 25.9071
Si, 2.6641, -0.1676, 27.3
Si, 8.2094, 0.0494, 27.2773
Si, 0.1241, 2.6326, 27.2202
Si, 5.4259, 2.7251, 27.1204
Si, 2.6076, 5.4509, 27.0409
Si, 8.2099, 5.3597, 27.08
Si, -0.1049, 8.2417, 27.0751
Si, 5.5789, 8.102, 27.13
Si, 4.0843, 1.321, 28.5108
Si, 9.5758, 1.4114, 28.5989
Si, 1.4024, 4.0898, 28.5492
Si, 6.8051, 4.0841, 28.5023
Si, 4.0845, 6.7888, 28.439
Si, 9.5352, 6.7885, 28.4553
Si, 1.2641, 9.4764, 28.5991
Si, 6.8467, 9.5315, 28.5526
Si, -0.0229, -0.0019, 29.9299
Si, 5.4716, -0.0138, 29.8914
Si, 2.7615, 2.7192, 29.901
Si, 8.1773, 2.7686, 29.9135
Si, -0.0049, 5.4652, 29.874
Si, 5.4487, 5.4643, 29.8712
Si, 2.743, 8.1619, 29.8834
Si, 8.2237, 8.1729, 29.891
Si, 1.3673, 1.3673, 31.2657
Si, 6.8362, 1.3673, 31.2657
Si, 4.1018, 4.1018, 31.2657
Si, 9.5708, 4.1018, 31.2657
Si, 1.3673, 6.8362, 31.2657
Si, 6.8362, 6.8362, 31.2657
Si, 4.1018, 9.5708, 31.2657
Si, 9.5708, 9.5708, 31.2657
Si, 2.7345, 0, 0.6835
Si, 8.2035, 0, 0.6835
Si, 0, 2.7345, 0.6835
Si, 5.469, 2.7345, 0.6835
Si, 2.7345, 5.469, 0.6835
Si, 8.2035, 5.469, 0.6835
Si, 0, 8.2035, 0.6835
Si, 5.469, 8.2035, 0.6835
Si, 4.0972, 1.3772, 2.0643
Si, 9.5943, 1.3491, 2.0447
Si, 1.3519, 4.1359, 2.0558
Si, 6.8286, 4.1307, 2.0449
Si, 4.0902, 6.8451, 2.0448
Si, 9.5671, 6.8433, 2.0642
Si, 1.3613, 9.599, 2.057
Si, 6.8252, 9.6128, 2.0492
Si, 0.0301, 0.0318, 3.4739
Si, 5.4818, 0.0371, 3.4535
Si, 2.7157, 2.7681, 3.4034
Si, 8.2515, 2.7741, 3.3438
Si, 0.023, 5.5158, 3.4707
Si, 5.4736, 5.5199, 3.4258
Si, 2.7356, 8.2361, 3.3997
Si, 8.2406, 8.2879, 3.3892
Si, 1.3792, 1.4496, 4.8459
Si, 6.9107, 1.4679, 4.7314
Si, 4.0617, 4.1477, 4.758
Si, 9.6002, 4.0736, 4.7772
Si, 1.3667, 6.9656, 4.8433
Si, 6.8409, 6.9829, 4.728
Si, 4.0956, 9.5671, 4.7902
Si, 9.6217, 9.5758, 4.8437
Si, 2.757, 0.0256, 6.1385
Si, 8.2931, 0.1112, 6.0962
Si, 0.0157, 2.7896, 6.304
Si, 5.5125, 2.828, 6.072
Si, 2.7521, 5.5808, 6.139
Si, 8.2517, 5.5861, 5.9533
Si, 0.0465, 8.2965, 6.372
Si, 5.4994, 8.2914, 6.2214
Si, 4.4229, 1.1701, 7.3273
Si, 9.8115, 1.1397, 7.6197
Si, 1.1768, 4.4906, 7.5067
Si, 6.6425, 4.5312, 7.249
Si, 4.3242, 6.6924, 7.5367
Si, 9.7266, 6.5994, 7.4958
Si, 1.2809, 9.9299, 7.7035
Si, 6.7201, 9.9527, 7.4147
O, 9.5576, 1.1502, 24.0136
O, 4.0771, 6.7446, 23.9402
O, 4.094, 1.1142, 24.0236
O, 9.3143, 6.179, 23.4901
O, -0.0276, 5.5345, 8.0155
O, 5.5699, 0.1144, 7.9125
O, 0.0739, 0.0812, 8.147
O, 5.5336, 5.6, 7.8818
O, 7.6022, 3.9516, 8.44
O, 8.715, 7.0276, 8.7513
O, 2.1814, 9.4436, 9.0421
O, 8.8925, 1.6645, 8.9212
O, 7.6124, 9.4556, 8.7161
O, 3.6045, 1.8083, 8.5976
O, 3.5834, 7.2086, 8.9423
O, 2.0579, 3.9925, 8.8225
O, 8.1197, 3.3867, 23.3758
O, 0.5656, 4.7437, 22.941
O, 1.9915, 2.5346, 23.1668
O, 5.8038, 4.81, 23.0959
O, 5.7329, 9.8215, 23.6399
O, 2.4656, 8.6737, 23.016
O, 0.1415, 9.9277, 23.2319
O, 7.9205, 8.3255, 22.9447
Si, 8.6557, 7.6098, 18.4667
Si, 8.7855, 6.3129, 13.6524
Si, 3.7969, 1.4792, 14.7449
Si, 2.1342, 5.6628, 17.6519
Si, 2.4302, 3.0259, 19.4532
Si, 9.809, 8.9818, 12.0882
Si, 1.268, 9.3569, 22.1423
Si, 9.1776, 0.9116, 13.2082
Si, 1.4222, 5.0047, 13.043
Si, 1.7915, 8.2057, 12.8204
Si, 6.7431, 9.3939, 22.4441
Si, 4.5227, 4.5403, 15.7214
Si, 8.2059, 3.0006, 9.5883
Si, 0.8319, 8.1404, 19.3216
Si, 6.9655, 1.2255, 21.1078
Si, 8.2189, 8.2866, 9.6762
Si, 10.8908, 5.1646, 15.6264
Si, 7.5848, 9.4298, 16.3374
Si, 9.9266, 1.956, 20.2787
Si, 3.2131, 8.4896, 9.9204
Si, 6.7, 3.261, 17.3981
Si, 1.1394, 0.11, 19.8099
Si, 3.2358, 2.7644, 12.3089
Si, 7.2091, 5.2914, 19.6903
Si, 5.7464, 8.6282, 11.5603
Si, 5.7846, 6.0299, 13.2221
Si, 4.6399, 9.6088, 17.6385
Si, 1.0913, 3.4145, 22.1398
Si, 4.9263, 1.3827, 18.7928
Si, 3.1881, 3.0623, 9.5279
Si, 6.4622, 10.7679, 13.8135
Si, 10.3588, 0.0567, 15.9799
Si, 5.6568, 3.6228, 11.1654
Si, 9.8398, 3.8513, 11.9251
Si, 2.3502, 9.8571, 15.5581
Si, 6.0688, 8.022, 19.8285
Si, 6.9204, 3.8604, 22.3818
Si, 9.759, 2.7216, 17.3621
O, 7.1951, 6.3333, 13.9976
O, 1.8687, 6.9421, 18.7435
O, 10.2898, 3.9979, 16.5465
O, 6.1743, 9.8606, 17.0754
O, 10.1577, 0.6308, 14.4719
O, 8.4352, 6.0246, 18.8674
O, 5.1803, 0.634, 14.4518
O, 5.7508, 1.946, 17.5115
O, 8.3504, 1.8503, 20.5735
O, 1.9854, 4.1852, 18.3752
O, 6.957, 2.7731, 10.6384
O, 4.8714, 2.662, 12.2243
O, 6.0264, 4.312, 16.3474
O, 4.5532, 3.8997, 9.9569
O, 10.7361, 2.6135, 21.5372
O, 9.7284, 6.1258, 14.9873
O, 6.0001, 6.3857, 19.8553
O, 4.0944, 0.0771, 18.2862
O, 9.252, 10.5046, 12.2783
O, 2.8531, 4.3034, 12.7321
O, 1.7935, 10.6594, 21.2764
O, 4.0101, 2.6236, 19.3434
O, 0.7389, 9.9813, 15.9841
O, 1.3028, 9.6834, 18.8843
O, 1.7206, 1.5455, 19.265
O, 8.9521, 10.3294, 16.5183
O, 4.8694, 8.4937, 18.819
O, 9.569, 8.7079, 10.4952
O, 6.74, 3.992, 18.8486
O, 2.8505, 1.6573, 13.4121
O, 5.8313, 8.6589, 21.3079
O, 2.5386, 2.4143, 10.8832
O, 7.6009, 4.7203, 21.1666
O, 5.2118, 7.4358, 12.5724
O, 0.425, 9.0166, 12.5148
O, 7.5895, 1.0085, 13.6008
O, 7.1232, 9.5818, 14.7666
O, 8.979, 4.9767, 12.7302
O, 8.1128, 7.9696, 16.9347
O, 6.2196, 2.4383, 21.9291
O, 2.4587, 9.0129, 14.1164
O, 0.424, 4.4391, 11.8818
O, 0.7668, 8.2414, 20.9966
O, 9.3805, 3.8013, 10.3705
O, 9.6593, 2.3343, 12.546
O, 7.6122, 8.4664, 19.4204
O, 2.5418, 8.1314, 11.368
O, 3.9679, 3.0002, 15.3873
O, 0.8329, 4.4468, 14.4572
O, 10.0361, 2.9263, 18.9606
O, 9.1382, 7.7539, 12.9533
O, 10.4756, 0.4331, 19.9997
O, 6.0316, 5.0003, 11.957
O, 8.1642, 2.681, 16.9922
O, 3.5393, 5.4165, 16.7542
O, 4.6612, 9.1036, 10.4112
O, 1.5358, 6.6259, 13.1853
O, 4.7583, 5.4444, 14.3654
O, 2.0846, 3.7339, 20.8844
O, 10.5639, 1.3637, 16.9389
O, 0.9553, 6.0227, 16.5765
O, 7.3773, 10.8054, 21.9176
O, 5.947, 0.809, 19.9217
O, 6.0782, 9.9801, 12.4275
O, 2.8561, 0.4788, 15.6137
O, 7.0454, 7.9761, 10.7806
O, 10.2396, 7.9231, 18.7333
O, 3.4504, 9.1169, 16.5853

Results
free energy: -137746.358 eV
free energy less fixed offsets of O -568.88, P -755.39, Si -635.61 eV per atom: 1.902 eV

Forces (eV/angstrom), in the order of the atoms: element, x, y, z
Si, -0.0504, -0.0614, -0.116
Si, 0.0687, -0.033, -0.0396
Si, -0.0117, 0.0288, -0.0217
Si, -0.0432, 0.0012, -0.0208
Si, -0.0216, 0.0239, 0.0505
Si, -0.0319, -0.015, 0.0539
Si, -0.0199, -0.0251, 0.0604
P, 0.1334, 0.0893, 0.0786
Si, -0.0087, -0.005, 0.0299
Si, 0.0769, -0.0521, -0.0133
Si, -0.0411, 0.0121, -0.0172
Si, -0.028, 0.0294, -0.0138
Si, 0.0102, 0.0002, -0.0155
Si, -0.0189, -0.0068, -0.053
Si, 0.0177, -0.0408, 0.0045
P, 0.1478, -0.108, -0.0202
Si, -0.0013, -0.0276, -0.0113
Si, -0.1094, 0.0525, 0.0311
Si, -0.0025, 0.0089, 0.0114
Si, 0.0169, 0.0212, 0.0465
Si, -0.0027, 0.0212, -0.0067
Si, 0.0195, -0.0109, 0.0082
Si, -0.0099, -0.0375, -0.0095
Si, 0.0005, 0.0215, -0.0244
Si, 0.0096, 0.0268, 0.0077
Si, 0.008, -0.0176, -0.0171
Si, 0.0233, -0.0057, -0.0012
Si, -0.0229, -0.0087, -0.0109
Si, -0.0036, -0.0191, -0.0121
Si, 0.0034, 0.0377, -0.0233
Si, -0.0242, 0.0294, 0.0019
Si, 0.0367, 0.0429, -0.0266
Si, 0.0046, -0.0086, 0.0024
Si, 0.0101, -0.0138, 0.0143
Si, -0.002, -0.0026, 0.0097
Si, 0.0015, -0.0064, -0.0031
Si, -0.0037, 0.0028, 0.0046
Si, -0.0019, 0.0058, -0.0004
Si, 0.0071, -0.0117, -0.0059
Si, -0.0012, -0.0047, 0.007
Si, 0.1441, 0.0454, -0.0177
Si, 0.0204, -0.0047, -0.0483
Si, 0.1212, -0.0901, 0.0069
Si, -0.0718, 0.1824, 0.0201
Si, 0.0316, -0.1913, -0.0715
Si, -0.0404, -0.0662, -0.1775
Si, -0.0864, -0.0765, -0.1426
Si, -0.1768, -0.198, 0.1355
Si, 0.0208, 0.0803, 0.0362
Si, -0.0292, 0.0434, -0.0993
Si, 0.0576, 0.0732, 0.025
Si, -0.0297, 0.0667, 0.1034
Si, -0.0802, -0.0249, -0.0576
Si, 0.0455, 0.1165, 0.004
Si, 0.0132, 0.0824, 0.125
Si, 0.0349, 0.0909, 0.0777
Si, 0.0014, -0.0026, -0.0029
Si, -0.0072, 0.0031, -0.0007
Si, 0.0024, -0.0051, -0.0036
Si, 0.0084, -0.0088, -0.0039
Si, -0.001, 0.0044, 0.0003
Si, 0.0024, -0.0014, -0.0014
Si, 0.0035, -0.0053, -0.0036
Si, 0.0077, -0.0002, -0.0068
Si, 0.0031, 0.0039, 0.0056
Si, -0.005, 0.0048, 0.0086
Si, -0.0026, -0.0028, -0.0016
Si, 0.0047, 0.0015, -0.0049
Si, 0.001, 0.0056, 0.0096
Si, -0.0036, 0.0071, 0.0053
Si, 0.0006, -0.0035, -0.0012
Si, 0.0035, 0.0018, -0.0041
Si, -0.0021, -0.0018, -0.003
Si, -0.0027, -0.0052, 0.0029
Si, 0.0063, -0.0014, 0.0023
Si, 0.0021, -0.0013, -0.0007
Si, -0.0047, -0.002, -0.0025
Si, -0.0013, -0.0071, 0.0026
Si, 0.0034, 0.0022, 0.0005
Si, 0.0003, -0.0048, -0.0045
Si, 0.0021, 0.0005, -0.0007
Si, -0.0012, 0.0016, -0.0001
Si, -0.0003, 0.0011, -0.0026
Si, -0.0015, 0.0001, -0.0011
Si, -0.0027, 0.001, 0.0007
Si, -0.0022, -0.0002, -0.0023
Si, 0.0001, -0.002, -0.0019
Si, -0.0023, 0.0012, -0.0012
Si, -0.0025, 0.0012, 0.0055
Si, 0.0011, -0.0001, 0.0111
Si, -0.0002, -0.002, 0.0071
Si, 0.0031, 0.0003, 0.0062
Si, 0.0003, 0.0016, 0.0093
Si, -0.0016, 0.001, 0.0068
Si, 0.0005, 0.0028, 0.0095
Si, 0.0018, -0.0005, 0.0067
O, 0.0269, -0.0052, 0.0545
O, -0.0098, -0.0092, -0.0418
O, 0.002, -0.0042, 0.033
O, -0.0015, -0.0202, -0.0043
O, 0.0018, -0.0016, -0.0013
O, 0.0007, -0.0003, -0.001
O, -0.0019, 0.0005, -0.0025
O, -0.0021, -0.0016, -0.0021
O, -0.0025, 0.001, -0.0067
O, 0.0019, -0.0019, -0.0041
O, -0.0043, 0.002, -0.0083
O, 0.0028, -0.0048, -0.006
O, -0.003, 0.0024, -0.0055
O, 0.0016, -0.0034, -0.0044
O, 0.0022, -0.0033, -0.007
O, -0.0026, 0.0023, -0.0051
O, 0.0206, -0.0133, 0.0142
O, -0.0137, 0.0089, 0.0027
O, -0.0121, 0.0125, -0.0069
O, -0.0006, 0.0088, 0.0043
O, 0.0998, -0.0266, -0.1363
O, -0.021, 0.0151, -0.03
O, -0.0002, 0.0319, 0.0352
O, -0.1962, 0.0962, -0.0341
Si, 0.0016, -0.0012, -0.0001
Si, 0.0003, -0.0009, 0.0044
Si, -0.0006, -0.0017, 0.0057
Si, -0.0003, -0.0016, 0.0034
Si, 0.0034, -0.0054, -0.0026
Si, -0.0005, -0.0007, 0.0041
Si, 0.0082, -0.0047, 0.0192
Si, -0.0002, -0.001, 0.0037
Si, -0.0002, -0.0005, 0.0035
Si, 0.0003, -0.0007, 0.0045
Si, -0.0543, -0.0319, 0.114
Si, 0, -0.0016, 0.0036
Si, -0.0007, 0.0003, 0.006
Si, -0.0014, 0.003, 0.0017
Si, -0.0031, 0.0039, -0.0116
Si, 0.0008, -0.0019, 0.0053
Si, 0.0002, -0.0017, 0.0045
Si, 0.001, 0, 0.0035
Si, -0.001, -0.0074, -0.0015
Si, 0.0013, -0.0006, 0.0066
Si, -0.0002, -0.0038, 0.0009
Si, 0.0014, -0.0024, 0.0058
Si, 0.0007, -0.0013, 0.0045
Si, -0.002, -0.0012, -0.0023
Si, 0.0006, -0.001, 0.0041
Si, -0.0002, -0.0009, 0.0045
Si, -0.0021, -0.0012, 0.0034
Si, 0.0026, -0.0067, -0.0135
Si, -0.0018, -0.0044, 0.0039
Si, 0.0024, -0.0006, 0.0044
Si, 0.0001, 0.0001, 0.0043
Si, 0.0005, -0.0007, 0.0039
Si, 0.0009, -0.0012, 0.0029
Si, -0.0004, -0.0012, 0.0048
Si, 0.0016, 0.0003, 0.0055
Si, -0.0136, 0.0046, 0.0129
Si, 0.0026, -0.0086, -0.0075
Si, 0.0014, -0.0013, 0.0016
O, -0.0001, -0.0006, -0.001
O, -0.0016, -0.0027, -0.0012
O, -0.0006, -0.0019, -0.0008
O, -0.0021, -0.0007, 0.0013
O, -0.0001, -0.0008, -0.0018
O, -0.0038, -0.0006, 0.0029
O, 0.001, -0.0015, -0.0017
O, 0.0012, 0.0011, -0.001
O, -0.0018, -0.0031, 0.0047
O, -0.0002, 0.0019, -0.0026
O, 0.0006, -0.0008, -0.0017
O, -0.0001, -0.0008, -0.0014
O, 0.0003, -0.0009, -0.0011
O, -0.0011, -0.0003, -0.0022
O, 0.0018, 0.0045, 0.0062
O, -0.0006, -0.0001, -0.0016
O, 0.0016, 0.0097, 0.0001
O, 0.0006, -0.0002, 0.002
O, -0.0002, -0.0013, -0.0017
O, 0.0002, -0.001, -0.0015
O, 0.0027, 0, -0.0028
O, -0.002, -0.002, -0.0029
O, -0.0008, -0.0018, -0.0014
O, -0.0001, -0.0019, 0.0006
O, 0.0022, 0.0023, -0.0021
O, -0.0001, -0.001, -0.0009
O, 0.0152, -0.0054, 0.0141
O, -0.0008, -0.0012, -0.0029
O, 0.0005, 0.0016, 0.0044
O, -0.0002, -0.0002, -0.0029
O, 0.0537, 0.0138, 0.0547
O, -0.0004, -0.0003, -0.0023
O, -0.0008, 0.0024, 0.0013
O, -0.0001, -0.0003, -0.0017
O, 0.0002, -0.001, -0.0016
O, -0.0001, 0, -0.0016
O, 0.0002, -0.0011, -0.0022
O, -0.0002, -0.0008, -0.0015
O, 0.0015, -0.0032, 0.0007
O, -0.0063, -0.0039, -0.0051
O, -0.0005, -0.0011, -0.0025
O, 0.0003, -0.0012, -0.0006
O, 0.0012, -0.008, -0.006
O, 0.0001, -0.0012, -0.0018
O, 0, -0.0002, -0.0012
O, -0.0076, 0.0014, 0.0037
O, 0.0005, -0.0003, -0.0031
O, 0.0001, 0, -0.0017
O, 0, -0.0005, -0.0011
O, 0.0002, -0.0005, 0.0016
O, -0.0002, -0.0007, -0.002
O, -0.0034, 0.0051, -0.0026
O, 0.0003, -0.0006, -0.0016
O, -0.0001, -0.0007, -0.0001
O, -0.0012, -0.0024, -0.0014
O, -0.0017, -0.0011, -0.0022
O, -0.0001, -0.0005, -0.0021
O, 0.0001, -0.0008, -0.0017
O, -0.0066, 0.0018, 0.0155
O, -0.0006, 0.0009, -0.001
O, 0.0022, -0.0009, 0.0005
O, -0.0103, -0.0344, 0.0185
O, 0.0033, 0.0015, 0.0027
O, -0.0005, -0.0013, -0.0022
O, -0.0002, -0.0022, -0.003
O, 0.0001, -0.0001, -0.0023
O, 0.0003, -0.0033, -0.0011
O, -0.0012, -0.0001, -0.0032

The program warned: the cutoff lies below the one the program advises for these potential files; the exchange-correlation potential is rough where the density is thin.
